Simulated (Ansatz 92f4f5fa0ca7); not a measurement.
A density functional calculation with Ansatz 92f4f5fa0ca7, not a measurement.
Periodic cell of 240 atoms, Si143O91As6, from a study of silicon, its oxide and their interface. The atomic structure is a simulated model.
Doubt: the cutoff is far below the 930 eV that the study's wrapper takes by default for these files, so forces and energies are approximate.

Settings
functional: PBE
potential files: Ansatz PAW
basis: plane waves
wave-function cutoff: 580 eV
density cutoff ratio: 5
exchange-correlation grid ratio: 1
k mesh: 1 x 1 x 1, Gamma-centred
self-consistency stop: 5e-08 eV per atom in the density residual
occupations: fixed
spin: none
net charge: 0

Cell vectors (angstrom)
a, 11.6015, 0, 0
b, 0, 10.938, 0
c, 0, 0, 32.8226

Atoms: element, x, y, z (angstrom)
As, -0.0532, -0.0106, 23.8827
Si, 3.8951, -0.0563, 24.0781
Si, 7.663, 0.1629, 24.2046
Si, 1.9463, 1.385, 24.0401
Si, 5.711, 1.4471, 24.1179
Si, 9.6605, 1.458, 24.1916
Si, -0.0023, 5.4607, 24.0584
As, 3.7757, 5.3103, 24.0472
Si, 7.7516, 5.4329, 24.2514
As, 1.9104, 6.9285, 24.007
Si, 5.7297, 6.6523, 24.3894
Si, 9.6219, 6.8564, 24.0467
Si, 1.8674, 2.6969, 26.0537
Si, 5.731, 2.8292, 26.0424
Si, 9.6631, 2.7494, 26.1587
Si, 11.5777, 4.1227, 26.0453
Si, 3.7571, 4.1256, 26.1431
Si, 7.7238, 4.0952, 26.1649
Si, 1.8925, 8.2094, 26.0729
Si, 5.7788, 8.1992, 26.1581
Si, 9.6781, 8.2352, 25.9966
Si, 11.5884, 9.6607, 25.9926
Si, 3.8471, 9.5602, 26.0559
Si, 7.7241, 9.5858, 26.046
Si, 11.5964, 0.0085, 27.9859
Si, 3.8475, 0.0002, 27.9828
Si, 7.7175, 0.0027, 27.9886
Si, 1.9158, 1.3624, 27.9994
Si, 5.7775, 1.3735, 27.9516
Si, 9.6611, 1.3445, 28.0309
Si, 11.583, 5.4725, 27.9858
Si, 3.8332, 5.5213, 28.0246
Si, 7.7395, 5.5047, 28.0322
Si, 1.8885, 6.8439, 27.999
Si, 5.7936, 6.8279, 28.048
Si, 9.6752, 6.866, 27.9617
Si, 1.9336, 2.7345, 29.9234
Si, 5.8008, 2.7345, 29.9234
Si, 9.6679, 2.7345, 29.9234
Si, 0, 4.1018, 29.9234
Si, 3.8672, 4.1018, 29.9234
Si, 7.7343, 4.1018, 29.9234
Si, 1.9336, 8.2035, 29.9234
Si, 5.8008, 8.2035, 29.9234
Si, 9.6679, 8.2035, 29.9234
Si, 0, 9.5708, 29.9234
Si, 3.8672, 9.5708, 29.9234
Si, 7.7343, 9.5708, 29.9234
Si, 0, 0, 31.857
Si, 3.8672, 0, 31.857
Si, 7.7343, 0, 31.857
Si, 1.9336, 1.3673, 31.857
Si, 5.8008, 1.3673, 31.857
Si, 9.6679, 1.3673, 31.857
Si, 0, 5.469, 31.857
Si, 3.8672, 5.469, 31.857
Si, 7.7343, 5.469, 31.857
Si, 1.9336, 6.8362, 31.857
Si, 5.8008, 6.8362, 31.857
Si, 9.6679, 6.8362, 31.857
Si, 1.9336, 2.7345, 0.9679
Si, 5.8008, 2.7345, 0.9679
Si, 9.6679, 2.7345, 0.9679
Si, 0, 4.1018, 0.9679
Si, 3.8672, 4.1018, 0.9679
Si, 7.7343, 4.1018, 0.9679
Si, 1.9336, 8.2035, 0.9679
Si, 5.8008, 8.2035, 0.9679
Si, 9.6679, 8.2035, 0.9679
Si, 0, 9.5708, 0.9679
Si, 3.8672, 9.5708, 0.9679
Si, 7.7343, 9.5708, 0.9679
Si, 11.6073, -0.0531, 2.9273
Si, 3.8833, -0.0085, 2.8528
Si, 7.7545, -0.0265, 2.9135
Si, 1.9299, 1.3082, 2.8676
Si, 5.8203, 1.3255, 2.8861
Si, 9.6914, 1.3105, 2.8296
Si, 11.5891, 5.4982, 2.874
Si, 3.8932, 5.4539, 2.9145
Si, 7.7286, 5.4989, 2.8658
Si, 1.9416, 6.7877, 2.8326
Si, 5.8052, 6.8493, 2.912
Si, 9.6653, 6.8655, 2.9595
Si, 1.9286, 2.7019, 4.7532
Si, 5.828, 2.6372, 4.8498
Si, 9.6462, 2.7554, 4.6532
Si, 11.6088, 4.1063, 4.7598
Si, 3.8967, 3.9994, 4.809
Si, 7.7078, 4.0389, 4.6976
Si, 1.9244, 8.1412, 4.7234
Si, 5.8229, 8.18, 4.8798
Si, 9.701, 8.1816, 4.9833
Si, 11.6428, 9.538, 4.9082
Si, 3.844, 9.4971, 4.7054
Si, 7.7535, 9.5712, 4.874
Si, 11.6354, 0.1689, 6.7117
Si, 3.7538, 0.0055, 6.5383
As, 7.7791, -0.14, 6.9431
As, 1.9672, 1.5832, 6.8748
Si, 5.7567, 1.2061, 6.7709
Si, 9.632, 1.361, 6.5186
As, 11.697, 5.2331, 6.898
Si, 3.8975, 5.3322, 6.7461
Si, 7.7727, 5.2569, 6.6739
Si, 1.9863, 6.7017, 6.5739
Si, 5.8594, 6.6401, 6.719
Si, 9.7044, 6.5912, 6.8253
O, 9.7138, 2.4299, 7.7976
O, 5.9424, 7.4073, 8.1965
O, 3.5785, 9.9202, 7.834
O, 9.524, 7.1338, 8.4146
O, 2.0163, 7.7274, 7.8869
O, 3.8718, 4.5366, 8.2235
O, 5.4911, 2.0065, 8.2414
O, -0.1572, 10.62, 8.2986
O, 7.7362, 4.2512, 8.0149
O, 7.4093, 10.2596, 22.8051
O, 5.5878, 7.6513, 23.0896
O, 7.7492, 4.4086, 22.9341
O, 9.3851, 7.8514, 22.729
O, 4.1223, 9.8965, 22.7429
O, 2.0493, 2.5285, 22.8075
O, 5.626, 2.0786, 22.5519
O, 0.2491, 4.4751, 22.7145
O, 9.7724, 2.6132, 22.9592
Si, -0.0365, 10.3467, 12.5929
Si, 10.2344, 3.5021, 11.3656
Si, 2.9186, 0.8656, 17.3626
Si, 3.2689, 8.0852, 14.4632
Si, 8.897, 0.6186, 12.2741
Si, 4.5806, 9.1766, 17.2503
Si, 0.8828, 5.3846, 10.9041
Si, 2.8289, 8.8311, 8.7778
Si, 10.584, 8.6361, 16.9075
Si, 6.1693, 3.9433, 18.8699
Si, 3.6189, 3.8793, 17.0943
Si, 0.5766, 7.375, 13.2535
Si, 7.3878, 5.8686, 14.9367
Si, 1.1827, 3.4879, 21.7691
Si, 7.1729, 10.0792, 21.2061
Si, 8.6713, 5.469, 19.7578
Si, 9.4713, 8.2137, 21.1396
Si, 3.7361, 4.8403, 9.8263
Si, 0.5158, 0.1423, 15.4296
Si, 3.098, 7.9364, 19.6994
Si, 10.8417, 5.5712, 17.5917
Si, 4.5166, 10.7738, 13.1851
Si, 6.3546, 1.9828, 21.089
Si, 7.526, 8.8593, 16.2348
Si, 6.595, 9.944, 10.9381
Si, 0.2765, 9.3635, 19.7497
Si, 4.3978, 2.7151, 11.9395
Si, 4.3728, 5.1026, 14.2788
Si, 8.6707, 3.1683, 8.8074
Si, 1.8013, 5.1443, 19.236
Si, 8.7637, 3.5112, 22.0161
Si, 10.8661, 2.6375, 16.8164
Si, 7.8497, 3.0977, 16.4255
Si, 4.84, 8.6013, 22.0241
Si, 0.1965, 9.9809, 9.7547
Si, 9.489, 6.1612, 12.7007
Si, 6.9471, 0.6379, 14.694
Si, 10.2096, 7.2757, 9.9055
Si, 5.3649, 7.4301, 9.7184
Si, 0.6456, 1.4427, 19.4418
Si, 6.2016, 1.6194, 9.6811
O, 6.0091, 8.978, 20.9616
O, 5.3389, 0.3727, 14.4918
O, 8.0522, 4.5992, 15.758
O, 9.714, 1.9806, 11.7501
O, 10.8711, 6.9948, 16.7348
O, 2.1416, 1.1763, 18.7895
O, 3.5591, 4.6064, 15.6219
O, 6.4774, 8.3468, 10.5327
O, 7.0632, 5.1377, 19.5739
O, 3.6204, 3.4486, 10.6949
O, 10.6613, 6.86, 13.6417
O, 5.919, 5.2911, 14.6538
O, 9.302, 6.9273, 11.2462
O, 7.7693, 1.0839, 13.3514
O, 2.6858, 6.4764, 19.1821
O, 5.7957, 2.3384, 11.1165
O, 7.5891, 10.1475, 15.206
O, 11.1859, 4.2542, 16.6491
O, 11.4951, 1.6434, 15.679
O, 5.6457, 10.1076, 12.2353
O, 6.5306, 0.4681, 20.5071
O, 6.2096, 9.1201, 17.1592
O, 10.6859, 8.8224, 9.9943
O, 4.3585, 3.8818, 13.1319
O, 7.3495, 7.3241, 15.6803
O, 11.2709, 9.0253, 18.3023
O, 7.769, 2.0037, 9.49
O, 1.987, 4.4799, 20.7268
O, 0.3694, 8.7754, 12.4515
O, 9.2869, 2.4141, 16.6404
O, 4.9188, 4.4405, 17.9383
O, 4.1947, 8.4258, 18.626
O, 9.4139, 4.497, 20.8751
O, 1.8463, 8.9706, 19.796
O, 0.1495, 0.0342, 11.0772
O, 3.935, 8.204, 9.7804
O, 9.3741, 5.341, 18.2881
O, 5.9909, -0.005, 9.7803
O, 11.2215, 9.7276, 15.823
O, 2.2661, 5.4754, 10.0733
O, 11.309, 2.1007, 18.2876
O, 0.4874, 2.4214, 20.7407
O, 8.6144, 9.538, 20.6705
O, 6.9785, 1.989, 15.605
O, 8.1101, 10.5412, 11.2198
O, 0.2689, 5.5757, 18.8708
O, 1.1734, 6.169, 12.3203
O, 9.5083, 3.927, 9.9643
O, 9.7824, 4.5608, 12.5195
O, 3.5915, 2.2637, 16.8432
O, 4.9755, 5.8901, 10.2452
O, 3.8552, 8.4192, 15.9653
O, 4.134, 10.7323, 17.4694
O, 11.4713, 6.2572, 9.9774
O, 0.8326, 0.0658, 13.8185
O, 3.8579, 1.2315, 12.5067
O, 0.2518, 3.8612, 11.1475
O, 8.0994, 6.2148, 13.5178
O, 3.5445, 9.4806, 13.5783
O, 1.8991, 0.1532, 16.2928
O, 5.5682, 2.9453, 20.0288
O, 8.969, 8.8692, 17.0018
O, 1.6433, 7.742, 14.4567
O, 1.746, 9.5104, 9.7579
O, 11.0476, 8.5044, 20.8533
O, 11.6946, 0.018, 20.0044
O, 2.3065, 4.1882, 18.0131
O, 7.9063, 2.436, 21.1781
O, 7.1781, 3.1425, 17.8982
O, 3.8862, 6.6464, 13.8793
O, 3.7241, 7.7784, 21.1888
O, 8.8523, 6.9957, 20.2665
O, 10.001, 10.5947, 12.994

Results
free energy: -171796.779 eV
free energy less fixed offsets of As -4856.12, O -568.88, Si -635.61 eV per atom: 0.251 eV

Forces (eV/angstrom), in the order of the atoms: element, x, y, z
As, 0.1007, -0.2532, -0.1547
Si, -0.0906, 0.0029, 0.0131
Si, 0.1078, -0.0027, 0.0639
Si, -0.1098, 0.2703, 0.0848
Si, -0.0423, 0.0723, 0
Si, 0.1917, 0.323, 0.0041
Si, 0.4225, -0.2419, -0.1252
As, 0.1701, -0.6096, 0.2126
Si, -0.0997, -0.0973, 0.0619
As, -0.0735, 0.6022, -0.03
Si, -0.3266, 0.3055, -0.1019
Si, 0.035, 0.1159, -0.0287
Si, 0.3334, 0.0161, -0.0372
Si, -0.0741, -0.0018, 0.0714
Si, -0.1095, -0.0361, -0.0952
Si, -0.1556, -0.0437, -0.0865
Si, 0.1456, 0.0571, -0.2237
Si, 0.0126, -0.0424, -0.0041
Si, -0.0708, -0.0509, -0.2324
Si, 0.1968, 0.0572, -0.0456
Si, 0.0697, 0.0613, 0.0409
Si, 0.0578, -0.0249, -0.0332
Si, -0.1634, -0.0839, 0.0509
Si, -0.0516, -0.086, -0.0019
Si, -0.0558, -0.1498, 0.0488
Si, 0.0248, 0.0401, -0.0289
Si, 0.0346, 0.0393, 0.0187
Si, -0.0164, -0.0183, -0.0497
Si, 0.0255, 0.0255, -0.008
Si, -0.0251, -0.0174, 0.01
Si, 0.0167, 0.0058, -0.0104
Si, 0.0015, -0.2209, 0.0386
Si, -0.0416, 0.0089, 0.0027
Si, 0.0478, 0.2228, 0.0472
Si, -0.0141, 0.0118, 0.0193
Si, -0.0222, 0.0127, -0.0105
Si, 0.0029, 0.0521, 0.003
Si, -0.0319, 0.009, -0.2561
Si, -0.0047, 0.0172, 0.1551
Si, -0.052, -0.0304, -0.0369
Si, -0.0676, 0.0509, 0.0529
Si, 0.0774, 0.0173, 0.1408
Si, -0.0876, 0.0487, 0.065
Si, -0.0017, 0.1382, 0.3578
Si, 0.0431, 0.1139, -0.0645
Si, 0.0279, -0.0712, -0.0391
Si, -0.0069, -0.0075, -0.0513
Si, -0.0718, -0.0387, -0.0096
Si, -0.0248, 0.1155, 0.0048
Si, -0.0137, 0.0082, -0.0335
Si, 0.0207, 0.0585, -0.0108
Si, 0.0048, 0.0024, -0.0292
Si, 0.005, -0.0835, -0.009
Si, -0.0156, 0.0797, -0.0113
Si, 0.0094, 0.0237, -0.0416
Si, -0.0057, 0.0059, 0.0317
Si, -0.0014, -0.0334, -0.0066
Si, 0.0117, 0.0282, -0.0095
Si, -0.0033, -0.0088, 0.0659
Si, -0.0108, -0.1494, 0.0231
Si, -0.0296, -0.0499, 0.0122
Si, 0.0245, 0.0266, 0.064
Si, 0.0443, -0.0642, -0.3076
Si, -0.0963, -0.042, -0.0278
Si, 0.0724, -0.0596, 0.0774
Si, 0.0189, -0.0039, -0.0935
Si, 0.0491, 0.0398, -0.2793
Si, -0.0358, 0.0284, 0.0363
Si, -0.0251, 0.0459, 0.2055
Si, 0.0078, -0.2213, 0.0264
Si, 0.0117, -0.1532, -0.3654
Si, 0.0114, -0.1005, -0.0001
Si, 0.0133, 0.0285, 0.0418
Si, 0.036, -0.0146, -0.0012
Si, -0.0578, -0.1246, -0.0597
Si, 0.0049, 0.1574, -0.0033
Si, 0.0024, -0.0063, 0.0483
Si, -0.0097, 0.0444, 0.0284
Si, 0.0192, -0.1691, -0.0546
Si, -0.0387, -0.0243, 0.0424
Si, 0.0084, 0.0601, 0.012
Si, 0.0012, -0.0088, 0.0005
Si, 0.0173, 0.0224, -0.0163
Si, -0.0144, 0.0385, -0.0236
Si, -0.0511, 0.0293, 0.0678
Si, -0.2043, 0.042, 0.0125
Si, 0.2207, -0.0347, 0.0743
Si, -0.0013, -0.0276, 0.1356
Si, -0.0271, -0.0624, -0.0281
Si, -0.0147, -0.0494, -0.0039
Si, 0.1263, -0.0142, 0.0108
Si, 0.0227, 0.0107, -0.0343
Si, -0.1825, -0.0303, 0.0393
Si, -0.1144, -0.0257, 0.0553
Si, 0.1167, 0.015, 0.1116
Si, 0.0208, -0.0638, 0.0063
Si, 0.0258, -0.1002, 0.2215
Si, -0.1581, -0.468, 0.0848
As, -0.0066, -0.2125, 0.0832
As, 0.0171, 0.2263, -0.032
Si, -0.0079, 0.3793, -0.0092
Si, -0.0846, 0.3944, -0.1379
As, -0.0175, -0.1581, -0.0017
Si, -0.0755, 0.0049, -0.0284
Si, 0.0926, 0.0934, -0.0687
Si, -0.0707, 0.1239, 0.1465
Si, 0.0374, 0.04, 0.035
Si, 0.0433, 0.1438, 0.3136
O, -0.0089, 0.021, 0.1244
O, -0.0274, -0.0024, 0.0437
O, -0.0435, -0.0023, 0.1349
O, -0.0023, -0.0468, 0.2624
O, 0.0858, 0.0912, 0.1391
O, 0.036, -0.0077, -0.0168
O, 0.03, 0.0239, 0.2024
O, 0.0414, 0.0419, 0.0948
O, 0.0289, -0.0357, 0.0466
O, 0.0011, -0.0251, -0.0241
O, -0.0268, 0.0264, -0.1084
O, 0.0171, -0.0271, -0.0505
O, -0.0498, -0.0072, 0.0057
O, 0.0251, -0.0193, -0.0603
O, -0.0653, 0.0761, -0.2315
O, 0.0168, -0.0192, -0.0304
O, 0.1021, -0.0792, -0.215
O, -0.1066, 0.1587, -0.1773
Si, -0.0091, -0.0227, 0.0044
Si, -0.0062, -0.0106, 0.0089
Si, 0.0197, -0.0026, -0.0051
Si, 0.0031, -0.0104, -0.0149
Si, 0.001, 0.0102, 0.0795
Si, 0.0098, 0.0035, -0.0001
Si, 0.0177, 0.0192, 0.0029
Si, -0.0101, -0.0085, -0.1155
Si, 0.0051, -0.0017, 0.0086
Si, -0.0098, -0.0111, -0.0383
Si, 0.0141, -0.0091, -0.002
Si, 0.0127, -0.0096, 0.0072
Si, -0.0065, -0.0019, 0.0078
Si, 0.0803, -0.0558, 0.1578
Si, -0.0736, -0.0345, -0.0049
Si, -0.006, 0.0303, -0.0373
Si, -0.0445, -0.0095, 0.0009
Si, -0.0078, 0.0128, 0.0271
Si, -0.0084, -0.015, 0.0075
Si, 0.0001, 0.02, -0.011
Si, -0.0139, -0.0014, -0.0076
Si, 0.0037, -0.0071, 0.0348
Si, 0.0165, -0.0027, -0.0336
Si, -0.0113, -0.0105, -0.0059
Si, 0.015, -0.0161, 0.0398
Si, 0.0147, -0.0031, -0.0298
Si, -0.0059, 0.0194, 0.0922
Si, 0.0021, -0.0003, -0.0108
Si, 0.0351, 0.0003, -0.1519
Si, -0.001, -0.0001, -0.078
Si, 0.0542, -0.0633, 0.0596
Si, -0.0074, 0.0041, -0.0008
Si, -0.006, -0.002, -0.0005
Si, -0.0545, -0.021, 0.1034
Si, 0.0125, 0.0481, 0.0813
Si, -0.0056, 0.0173, 0.0254
Si, -0.0073, -0.0007, 0.0142
Si, -0.0291, -0.0253, -0.0927
Si, -0.053, -0.0119, 0.043
Si, -0.0254, -0.0526, -0.0047
Si, -0.0336, 0.002, -0.0256
O, 0.0294, 0.0091, -0.0202
O, -0.0114, -0.0117, -0.0087
O, 0.0078, -0.0052, -0.003
O, 0.0137, -0.0254, -0.0022
O, 0.0036, -0.0039, 0.0076
O, -0.0174, -0.0028, 0.0299
O, -0.0067, -0.0022, -0.0095
O, -0.0001, -0.0193, 0.0044
O, 0.0008, -0.006, 0.0265
O, 0.0024, 0.0174, -0.0515
O, -0.0127, -0.007, -0.0098
O, -0.0038, -0.0036, 0.0005
O, 0.0385, -0.021, -0.0744
O, 0.0116, -0.0068, -0.0118
O, -0.0061, -0.0021, 0.0541
O, 0.0189, -0.0384, -0.0859
O, 0.0066, -0.0005, -0.0009
O, -0.007, -0.0017, -0.0092
O, 0.0002, -0.0035, -0.0136
O, 0.0155, -0.0128, -0.0291
O, -0.0122, 0.0089, -0.0093
O, 0.0055, -0.0005, -0.0027
O, 0.0144, -0.016, -0.0218
O, -0.0031, -0.0109, -0.0048
O, -0.0008, -0.007, -0.0063
O, -0.0023, 0, -0.0282
O, -0.0002, -0.0008, 0.0743
O, -0.0067, -0.0254, 0.0238
O, -0.0117, 0.0082, -0.0004
O, 0.0059, -0.0093, -0.0056
O, 0.0094, -0.0032, -0.0054
O, -0.0018, 0.0016, -0.0187
O, -0.0107, -0.029, 0.0223
O, -0.0082, 0.0079, -0.0172
O, 0.0151, 0.0002, -0.067
O, 0.0141, -0.0016, -0.0386
O, -0.0036, 0.0014, 0.0017
O, -0.0071, 0.003, -0.0549
O, -0.0009, -0.0064, -0.0058
O, -0.0151, -0.0069, 0.0047
O, 0.0032, -0.0122, 0.0099
O, 0.0042, 0.0745, -0.0114
O, 0.0265, 0.0027, -0.0157
O, -0.0008, 0.0067, -0.0008
O, 0.0052, 0.0067, 0.0102
O, 0.0121, 0.0004, 0.0208
O, 0.0052, -0.0083, -0.0241
O, 0.0002, 0.0045, 0.0013
O, -0.0032, -0.0077, -0.0049
O, -0.0031, -0.0026, -0.0122
O, 0.0182, 0.007, -0.0064
O, -0.0015, 0.001, -0.0033
O, -0.0033, 0.0006, -0.0035
O, -0.002, -0.0419, -0.0263
O, 0.0046, 0.0044, -0.0114
O, 0.0004, 0.0077, -0.0124
O, -0.0116, -0.0111, 0.008
O, -0.0022, -0.0027, -0.0056
O, 0.0043, 0.0033, -0.0063
O, -0.0036, -0.0006, -0.0034
O, -0.0011, -0.0198, -0.0166
O, -0.0013, -0.0012, 0.0058
O, -0.0041, -0.0019, 0.0038
O, -0.0261, -0.0276, 0.0101
O, 0.0366, -0.0237, 0.0163
O, 0.0109, 0.0199, -0.0125
O, -0.0087, -0.005, 0.0109
O, 0.0156, 0.0254, 0.0263
O, 0.0028, 0.0001, -0.0008
O, 0.0017, -0.0016, -0.0022
O, -0.0556, 0.0267, -0.0055
O, -0.0189, -0.0474, -0.0285
O, -0.007, 0.0001, 0.0077

The program warned: the cutoff lies below the one the program advises for these potential files; the forces do not sum to zero within the program's tolerance; the exchange-correlation potential is rough where the density is thin.
